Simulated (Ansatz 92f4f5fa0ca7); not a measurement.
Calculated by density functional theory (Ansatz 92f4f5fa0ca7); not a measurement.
Periodic cell of 224 atoms, Si133O90H1, from a study of silicon, its oxide and their interface. The atomic structure is a simulated model.
Doubt: the cutoff is low for norm-conserving oxygen, so forces and energies are approximate.
Doubt: the program's own warning below bears on the result.

Settings: functional HSE06; potential files SPMS norm-conserving; basis plane waves; wave-function cutoff 800 eV; density cutoff ratio 4; exchange-correlation grid ratio 1; k mesh 1 x 1 x 1, Gamma-centred; occupations fixed; spin none; net charge +1 e, with a uniform compensating background and no finite-size correction.

Cell vectors (angstrom)
a, 10.938, 0, 0
b, 0, 10.938, 0
c, 0, 0, 32.495

Atoms: element, x, y, z (angstrom)
Si, 0.2791, -0.1766, 25.0388
Si, 5.1881, 0.4877, 25.0394
Si, 2.8792, 2.6554, 25.1255
Si, 7.925, 2.9924, 25.0212
Si, -0.221, 5.7716, 25.0182
Si, 5.7177, 5.2572, 25.0367
Si, 2.5001, 8.5158, 24.9862
Si, 8.4639, 8.009, 24.9379
Si, 1.3742, 1.3925, 26.4068
Si, 6.8092, 1.4635, 26.4157
Si, 4.1158, 4.1777, 26.3993
Si, 9.5594, 4.147, 26.2994
Si, 1.359, 6.9255, 26.3406
Si, 6.8763, 6.8742, 26.3007
Si, 4.1206, 9.6573, 26.2661
Si, 9.5789, 9.6038, 26.2966
Si, 2.7504, 0.0066, 27.7234
Si, 8.1916, 0.0129, 27.6843
Si, -0.0363, 2.7592, 27.6967
Si, 5.4299, 2.7795, 27.7713
Si, 2.705, 5.5218, 27.7079
Si, 8.1972, 5.4872, 27.7079
Si, -0.0316, 8.2391, 27.7216
Si, 5.4604, 8.2283, 27.651
Si, 4.1018, 1.3673, 29.0768
Si, 9.5708, 1.3673, 29.0768
Si, 1.3673, 4.1018, 29.0768
Si, 6.8362, 4.1018, 29.0768
Si, 4.1018, 6.8362, 29.0768
Si, 9.5708, 6.8362, 29.0768
Si, 1.3673, 9.5708, 29.0768
Si, 6.8362, 9.5708, 29.0768
Si, 0, 0, 30.444
Si, 5.469, 0, 30.444
Si, 2.7345, 2.7345, 30.444
Si, 8.2035, 2.7345, 30.444
Si, 0, 5.469, 30.444
Si, 5.469, 5.469, 30.444
Si, 2.7345, 8.2035, 30.444
Si, 8.2035, 8.2035, 30.444
Si, 1.3673, 1.3673, 31.8113
Si, 6.8362, 1.3673, 31.8113
Si, 4.1018, 4.1018, 31.8113
Si, 9.5708, 4.1018, 31.8113
Si, 1.3673, 6.8362, 31.8113
Si, 6.8362, 6.8362, 31.8113
Si, 4.1018, 9.5708, 31.8113
Si, 9.5708, 9.5708, 31.8113
Si, 2.7345, 0, 0.6835
Si, 8.2035, 0, 0.6835
Si, 0, 2.7345, 0.6835
Si, 5.469, 2.7345, 0.6835
Si, 2.7345, 5.469, 0.6835
Si, 8.2035, 5.469, 0.6835
Si, 0, 8.2035, 0.6835
Si, 5.469, 8.2035, 0.6835
Si, 4.1018, 1.3673, 2.0507
Si, 9.5708, 1.3673, 2.0507
Si, 1.3673, 4.1018, 2.0507
Si, 6.8362, 4.1018, 2.0507
Si, 4.1018, 6.8362, 2.0507
Si, 9.5708, 6.8362, 2.0507
Si, 1.3673, 9.5708, 2.0507
Si, 6.8362, 9.5708, 2.0507
Si, 0, 0, 3.418
Si, 5.469, 0, 3.418
Si, 2.7345, 2.7345, 3.418
Si, 8.2035, 2.7345, 3.418
Si, 0, 5.469, 3.418
Si, 5.469, 5.469, 3.418
Si, 2.7345, 8.2035, 3.418
Si, 8.2035, 8.2035, 3.418
Si, 1.3927, 1.3923, 4.8403
Si, 6.8452, 1.3543, 4.8096
Si, 3.964, 4.1298, 4.8044
Si, 9.5881, 4.0713, 4.8604
Si, 1.346, 6.8205, 4.7925
Si, 6.9347, 6.7548, 4.7699
Si, 4.1535, 9.4998, 4.6676
Si, 9.5374, 9.6113, 4.7847
Si, 2.7759, -0.1952, 6.0271
Si, 8.1683, -0.0129, 6.2378
Si, -0.0412, 2.6811, 6.3198
Si, 5.4065, 2.7348, 6.0952
Si, 2.5135, 5.3817, 6.2643
Si, 8.257, 5.4373, 6.2978
Si, -0.059, 8.1847, 6.0846
Si, 5.4725, 8.1166, 5.9642
Si, 4.0971, 1.1732, 7.3118
Si, 9.884, 0.9428, 7.605
Si, 0.9572, 4.2216, 7.8479
Si, 6.5119, 4.3075, 7.4348
Si, 4.3028, 6.5487, 7.2138
Si, 9.2524, 7.2478, 7.5147
Si, 1.2399, 9.6298, 7.413
Si, 6.888, 9.315, 7.3987
O, 9.5895, 6.8741, 24.5289
O, 3.9829, 1.5383, 24.6701
O, 7.9725, 8.1983, 7.8406
O, 3.0289, 1.4275, 8.5522
O, 6.8043, 4.1131, 24.521
O, 1.3595, 9.6219, 24.4935
O, 5.4264, 5.489, 7.7892
O, 0.171, -0.1302, 7.76
O, 6.8018, 3.4972, 8.8456
O, 6.1742, 9.8372, 8.7843
O, 9.8937, 7.3393, 9.039
O, 1.864, 9.1277, 8.8564
O, 5.5661, 1.2074, 9.5755
O, 1.7703, 3.5861, 9.111
O, 9.6123, 1.2498, 9.1813
O, 3.8119, 7.414, 8.4905
O, 7.872, 8.593, 23.5182
O, 8.4796, 2.2163, 23.688
O, 5.0353, 5.9205, 23.7033
O, 2.2585, 3.3027, 23.7497
O, 10.6113, 0.6268, 23.7446
O, 0.4112, 5.1835, 23.6243
O, 3.1771, 7.8477, 23.644
O, 5.5043, 14.1299, 19.2537
Si, 11.3915, 2.4065, 20.8736
Si, 7.8331, 9.4079, 22.1035
Si, 2.297, 5.2273, 13.598
Si, 12.2509, 7.4169, 16.8913
Si, -0.0577, -4.648, 9.7689
Si, 10.9287, 8.9505, 14.8205
Si, -1.4061, -4.9537, 17.7765
Si, 1.6212, 4.4704, 22.8026
Si, 4.6316, 10.9645, 17.0454
Si, 6.8633, 5.8965, 16.3559
Si, 5.7602, 2.7937, 9.9074
Si, 2.7836, 9.2626, 18.7335
Si, 7.8074, 3.6449, 11.7897
Si, 9.0955, 1.1114, 10.7177
Si, 9.0776, 1.6182, 15.9607
Si, 2.6119, 4.7272, 16.6344
Si, -3.8925, 3.4668, 14.6718
Si, 6.2654, 10.7559, 10.1292
Si, 16.0214, 4.5289, 18.4355
Si, 4.9523, 7.2182, 19.9061
Si, -1.5451, 1.1884, 22.8144
Si, 2.1848, 2.4064, 12.6091
Si, 5.4482, 10.9881, 22.0124
Si, 0.1175, 6.9957, 12.7783
Si, 13.8221, 2.597, 9.7033
Si, 10.9373, 3.2674, 17.8522
Si, 8.078, 7.9929, 19.4546
Si, -6.3106, 1.5155, 14.4133
Si, -2.2437, -1.2394, 16.7856
Si, 2.9021, 7.9326, 12.4153
Si, -5.7906, 1.6411, 19.5375
Si, -0.316, 0.7019, 13.354
Si, 3.8878, 6.6434, 22.799
Si, 2.7548, 0.4339, 20.7927
Si, 13.5646, 7.8241, 9.4861
Si, 6.2423, 8.6884, 15.4171
Si, 5.1213, -1.1519, 12.9381
O, 6.3993, 5.076, 17.6712
O, -0.5185, -4.5992, 11.3771
O, 6.6843, 4.9993, 15.0306
O, 2.2115, 10.0399, 20.0382
O, -0.2198, 4.9764, 8.7663
O, 1.0121, 3.8336, 21.4375
O, 1.5264, 6.6335, 9.6708
O, -5.5878, 0.2822, 13.6478
O, 14.188, 6.4888, 13.1291
O, 8.5107, 11.3125, 16.8514
O, 5.3741, 9.7636, 16.2602
O, -1.4512, 1.1534, 14.4395
O, 2.3415, 4.0268, 12.4921
O, 5.9881, 8.6934, 13.7958
O, 2.7241, 4.5568, 15.0105
O, 6.3339, 3.0252, 11.4059
O, 3.2547, 1.8026, 13.6327
O, 14.8854, 4.1408, 17.337
O, -3.0794, 13.6384, 15.857
O, 0.7431, 5.7535, 13.6331
O, 7.7956, 9.0821, 15.5866
O, 0.318, 2.4927, 19.253
O, 4.5707, 5.699, 19.4383
O, 7.8403, 5.1683, 11.2373
O, 10.8644, 6.6446, 17.1531
O, 2.7558, 5.5514, 22.3787
O, 9.0185, 6.6952, 19.1501
O, 1.2799, 8.0489, 12.3182
O, -5.4097, 0.669, 18.2657
O, 7.7502, 0.1924, 10.6712
O, 11.3172, -0.6534, 13.955
O, 4.2643, 3.4508, 9.7894
O, 4.0409, 8.3086, 19.1182
O, 8.4371, 6.2183, 16.5896
O, 1.3495, 3.9094, 17.2235
O, -0.8149, 7.8953, 13.7895
O, 5.6252, 2.7742, 14.3335
O, 2.5219, 6.3296, 16.909
O, 9.8206, 4.4239, 18.1241
O, 4.2835, 1.1874, 15.9637
O, 3.4135, 8.0265, 10.8766
O, 3.5759, -1.6934, 13.1005
O, 8.5411, 10.8586, 22.2799
O, -2.9123, 3.5206, 13.3847
O, 9.9552, 2.0339, 21.5433
O, 8.5567, 8.5887, 20.8965
O, -5.0293, 1.1974, 20.9243
O, 5.5256, -0.9725, 11.3586
O, 1.3148, 8.1656, 15.4168
O, 2.4538, 1.8723, 11.082
O, 6.5092, 7.5494, 19.5481
O, 1.5397, -2.5013, 18.1246
O, 1.4724, 12.1639, 21.3665
O, 8.9314, 2.6744, 11.1249
O, 3.2432, -0.5773, 17.6238
O, 8.3297, -1.8566, 18.247
O, 10.1859, -1.5702, 16.2135
O, -0.5699, 2.2312, 16.7335
O, 0.737, 1.9284, 13.1393
O, 6.2743, -1.3089, 21.6378
O, 15.5483, 7.2745, 21.4966
O, 5.888, 0.2879, 23.5656
O, -4.9663, 7.2305, 16.088
O, 3.5368, 1.4728, 19.7945
O, 3.8175, -0.0786, 21.9381
O, 10.0273, 0.3836, 11.8512
H, 8.6065, 5.7253, 11.4826

Results
free energy: -55406.030 eV
free energy less fixed offsets of H -15.86, O -447.96, Si -113.29 eV per atom: -6.200 eV
gap between the highest filled and lowest empty level on this k mesh: 0.370 eV

The program warned: the cutoff lies below the one the program advises for these potential files; the model core charge is not resolved on the grid; the forces do not sum to zero within the program's tolerance; the exchange-correlation potential is rough where the density is thin.
